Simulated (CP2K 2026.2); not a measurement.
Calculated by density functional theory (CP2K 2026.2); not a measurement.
Periodic cell of 504 atoms, Si360O144, from a study of silicon, its oxide and their interface. The atomic structure is a simulated model.
Doubt: the forces sum to 1.76 eV/angstrom along one axis rather than to zero, so they err by at least 0.0035 eV/angstrom per atom on average; the grid cutoff is modest.

Settings: functional PBE; method Gaussian and plane waves; basis set DZVP-MOLOPT-SR-GTH; pseudopotentials GTH-PBE; grid cutoff 300 Ry, relative cutoff 40 Ry; k points Gamma only; occupations fixed; spin none; net charge 0.

Cell vectors (angstrom)
a	16.32	0	0
b	0	16.32	0
c	-5.0362	-5.9986	33.1033

Atoms and the computed forces on them: element, x, y, z (angstrom), force x, y, z (eV/angstrom)
Si	1.659	-1.65	0.2	-0.086	0.101	0.76
Si	3.778	1.543	0.21	0.243	-0.1	0.683
Si	1.663	3.851	0.148	-0.201	0.165	0.752
Si	4.413	6.55	0.043	-0.186	0.134	0.755
Si	1.048	-6.489	-0.036	0.116	-0.133	0.725
Si	3.964	-3.79	-0.03	0.104	-0.252	0.671
Si	6.964	-1.581	0.045	-0.105	0.269	0.685
Si	9.793	1.2	-0.004	-0.259	0.131	0.704
Si	6.653	4.375	0.124	0.06	-0.267	0.7
Si	9.373	6.97	0.165	0.117	-0.096	0.64
Si	7.139	9.176	-0.012	-0.195	0.191	0.741
Si	-7.173	-3.837	0.018	0.281	-0.084	0.741
Si	-4.327	-1.025	0.007	0.078	-0.245	0.804
Si	-1.534	1.533	0.188	0.192	-0.129	0.696
Si	-3.781	3.734	0.235	-0.055	0.188	0.776
Si	-1.822	7.154	-0.258	0.422	-0.371	0.651
Si	-4.067	-6.885	0.029	-0.181	0.272	0.661
Si	-1.184	-4.308	0.176	-0.046	0.054	0.699
Si	2.683	-0.018	1.527	-0.014	-0.008	-0.034
Si	5.455	2.741	1.35	0.043	-0.03	-0.057
Si	2.784	5.474	1.37	0.006	0	-0.091
Si	5.514	8.141	1.35	0.017	-0.014	-0.094
Si	2.755	-5.427	1.218	-0.01	0.009	-0.054
Si	5.449	-2.713	1.42	0.02	0.003	-0.047
Si	8.174	0.029	1.275	-0.015	0.015	-0.067
Si	-5.424	2.661	1.466	0.006	-0.033	-0.058
Si	8.186	5.459	1.483	0.008	0.014	-0.038
Si	-5.461	8.206	1.444	-0.001	-0.001	-0.048
Si	8.105	-5.455	1.344	-0.008	0.006	-0.055
Si	-5.491	-2.684	1.247	0.003	0.01	-0.067
Si	-2.738	-0.025	1.429	-0.02	0.002	-0.066
Si	0.045	2.728	1.43	0.003	-0.004	-0.05
Si	-2.699	5.511	1.272	-0.006	0.01	-0.048
Si	-0.094	8.147	1.143	-0.021	-0.002	-0.056
Si	-2.801	-5.442	1.398	0.005	-0.007	-0.033
Si	0.038	-2.775	1.446	-0.01	-0.005	-0.059
Si	1.315	1.345	2.834	-0.008	0.011	0.032
Si	4.109	4.089	2.757	-0.015	0.018	0.026
Si	1.312	6.842	2.589	-0.013	0.015	0.006
Si	4.081	9.52	2.618	0	0.008	0.005
Si	1.433	-4.134	2.738	0.007	-0.033	0.041
Si	4.123	-1.348	2.8	0.005	0.001	0.023
Si	6.825	1.37	2.676	-0.01	-0.014	0.011
Si	9.536	4.055	2.768	0	-0.007	0.018
Si	6.82	6.826	2.807	-0.014	-0.001	0.046
Si	9.505	-6.733	2.755	0	0.013	0.024
Si	6.753	-4.135	2.745	0.015	0.014	0.027
Si	-6.822	-1.348	2.683	0.024	-0.013	0.032
Si	-4.073	1.32	2.828	0.007	-0.004	0.051
Si	-1.325	4.167	2.69	-0.019	-0.012	0.037
Si	-4.079	6.791	2.713	0.006	-0.015	0.026
Si	-1.404	-6.865	2.668	0.028	-0.005	0.028
Si	-4.132	-4.013	2.676	-0.017	0	0.01
Si	-1.355	-1.391	2.74	0.005	0.006	0.011
Si	-0.043	-0.021	4.139	-0.005	0.018	0.019
Si	2.733	2.729	4.108	0.007	-0.009	-0.011
Si	0.03	5.49	4.056	0	-0.007	-0.003
Si	2.693	8.176	3.983	0.004	-0.012	0.007
Si	0	-5.497	4.031	-0.006	0.001	-0.015
Si	2.742	-2.737	4.11	-0.024	0.004	-0.011
Si	5.489	0.03	4.098	0.007	0.002	0.01
Si	8.156	2.702	4.092	0.001	-0.015	-0.003
Si	5.445	5.448	4.126	0.022	-0.006	-0.011
Si	8.173	-8.117	4.123	-0.018	0.002	0.001
Si	5.392	-5.474	4.081	-0.01	-0.002	0.009
Si	8.153	-2.733	4.051	-0.004	-0.003	-0.015
Si	-5.464	-0.045	4.12	0.004	0.004	-0.008
Si	-2.696	2.77	4.069	-0.01	0.011	-0.012
Si	-5.426	5.437	4.091	0.009	0.026	0.01
Si	-2.723	8.135	4.084	0.003	0.007	0.001
Si	-5.442	-5.383	4.083	0.005	-0.01	-0.002
Si	-2.74	-2.729	4.076	-0.001	0.005	0.008
Si	1.367	-1.36	16.323	0	-0.008	-0.009
Si	4.073	1.356	16.311	-0.001	-0.004	-0.004
Si	1.334	4.061	16.325	-0.011	-0.001	0
Si	4.072	6.822	16.286	0.003	-0.002	-0.005
Si	1.345	-6.797	16.302	0.013	-0.005	-0.01
Si	4.083	-4.045	16.316	0.019	0.002	-0.009
Si	6.802	-1.34	16.343	0.003	0.008	-0.006
Si	-6.81	1.348	16.358	-0.018	0.018	0.002
Si	6.826	4.078	16.257	-0.01	-0.001	-0.024
Si	-6.791	6.788	16.303	-0.018	0.007	-0.009
Si	6.813	-6.79	16.298	0.011	0.006	-0.017
Si	-6.796	-4.095	16.321	0.004	-0.007	-0.011
Si	-4.057	-1.353	16.348	0.012	0.003	0
Si	-1.375	1.342	16.326	0.004	-0.016	-0.007
Si	-4.094	4.068	16.336	0.003	-0.007	0.002
Si	-1.378	6.78	16.298	-0.017	-0.004	-0.012
Si	-4.066	9.541	16.305	-0.002	0.002	-0.013
Si	-1.36	-4.076	16.349	0.006	-0.009	-0.002
Si	2.702	0.016	17.689	0.006	0.03	-0.005
Si	5.482	2.723	17.6	0.02	0.007	0.001
Si	2.667	5.494	17.625	-0.001	0	0.008
Si	5.483	8.141	17.638	0.002	0.014	-0.008
Si	2.725	-5.436	17.63	-0.016	0.003	-0.001
Si	5.424	-2.671	17.701	-0.016	-0.028	-0.01
Si	8.154	-0.006	17.748	-0.014	-0.009	0.031
Si	-5.46	2.719	17.716	0.001	0.002	-0.006
Si	8.176	5.4	17.647	0.013	-0.01	0.005
Si	-5.441	8.184	17.625	0.004	-0.004	0.002
Si	8.145	-5.432	17.686	-0.001	-0.017	0.012
Si	-5.42	-2.742	17.664	-0.01	-0.012	-0.022
Si	-2.702	0.003	17.738	0.01	-0.016	0.018
Si	-0.015	2.67	17.698	0.008	0.004	-0.002
Si	-2.707	5.413	17.681	0.003	0.016	0.009
Si	-0.048	-8.151	17.642	-0.002	-0.002	-0.004
Si	-2.713	-5.449	17.716	0.007	-0.007	-0.019
Si	0.017	-2.714	17.693	-0.003	0.002	0.015
Si	1.338	1.325	19.096	-0.044	-0.014	-0.005
Si	4.105	4.128	18.849	0.025	0.007	-0.04
Si	1.261	6.816	19.014	0.014	-0.023	-0.02
Si	4.113	-6.798	18.936	0.009	-0.001	-0.032
Si	1.379	-4.104	19.022	-0.013	0.008	-0.04
Si	4.073	-1.284	19.069	0.036	-0.023	-0.007
Si	6.786	1.424	19.078	-0.01	0.018	-0.02
Si	-6.826	4.078	19.086	0.002	-0.009	-0.006
Si	6.838	6.755	18.991	-0.019	0.025	-0.021
Si	-6.814	9.493	19.015	-0.007	0.004	-0.045
Si	6.786	-4.04	19.038	-0.005	0.002	-0.026
Si	9.543	-1.439	19.05	-0.027	0.015	-0.024
Si	-4.112	1.355	19.078	0.01	-0.001	-0.018
Si	-1.38	4.005	19.058	-0.009	0.001	-0.019
Si	-4.065	6.841	18.961	0	0.01	-0.046
Si	-1.365	-6.832	19.08	-0.01	0.001	-0.007
Si	-4.063	-4.066	19.055	0.003	0.002	0.006
Si	-1.291	-1.34	19.1	0.041	-0.004	-0.03
Si	0.058	-0.022	20.598	-0.019	-0.017	0.073
Si	2.747	2.826	20.194	0.003	0.005	0.042
Si	-0.064	5.399	20.409	0	0.01	0.025
Si	2.701	8.207	20.246	-0.007	-0.007	0.048
Si	0.014	-5.474	20.412	0.022	0.026	0.043
Si	2.733	-2.699	20.359	0.015	-0.028	0.05
Si	5.355	0.127	20.462	0.003	0.009	0.059
Si	8.173	2.735	20.52	-0.012	-0.023	0.063
Si	5.418	5.431	20.281	-0.014	0.004	0.074
Si	8.196	8.048	20.383	0.025	0.018	0.043
Si	5.422	-5.442	20.339	0.008	-0.005	0.029
Si	8.156	-2.732	20.457	-0.01	0.003	0.042
Si	-5.422	-0.091	20.408	-0.001	-0.011	0.04
Si	-2.774	2.704	20.474	-0.001	0.025	0.032
Si	-5.428	5.513	20.306	0.012	-0.007	0.066
Si	-2.747	-8.185	20.429	-0.01	-0.002	0.06
Si	-5.451	-5.431	20.356	-0.017	-0.023	0.055
Si	-2.668	-2.738	20.411	0.013	0.018	0.071
Si	1.18	-1.764	21.845	0.071	0.342	-0.718
Si	4.156	1.793	21.722	-0.097	-0.357	-0.697
Si	1.678	4.359	21.581	-0.266	-0.109	-0.728
Si	3.832	6.629	21.509	0.157	0.123	-0.761
Si	1.718	-6.509	21.64	-0.305	-0.243	-0.666
Si	3.932	-4.207	21.668	0.284	0.163	-0.693
Si	7.007	-1.032	21.638	-0.062	-0.18	-0.772
Si	-6.974	1.034	21.733	0.069	0.275	-0.719
Si	6.474	3.906	21.702	0.287	0.086	-0.717
Si	-6.467	7.035	21.756	-0.242	-0.118	-0.709
Si	6.97	-6.695	21.548	-0.277	-0.189	-0.697
Si	9.232	-4.45	21.716	0.293	0.425	-0.669
Si	-3.789	-1.17	21.739	-0.164	-0.131	-0.721
Si	-1.627	1.14	21.805	0.22	0.101	-0.7
Si	-4.003	4.323	21.689	-0.007	-0.173	-0.647
Si	-1.704	6.455	21.71	0.035	0.097	-0.719
Si	-4.33	-6.977	21.684	0.195	0.097	-0.767
Si	-1.127	-3.927	21.734	-0.184	-0.136	-0.775
Si	2.209	2.566	23.934	0.04	0.063	-0.2
Si	-5.015	1.559	-4.465	0.055	-0.015	-0.018
Si	-5.665	6.404	-2.617	0.052	-0.05	0.028
Si	-2.922	-5.252	23.96	-0.014	0.027	-0.183
Si	5.113	-7.836	23.71	-0.068	0.108	-0.064
Si	-7.518	6.233	-6.682	0.163	-0.014	-0.004
Si	-0.352	1.165	-2.65	0.011	0.098	0.044
Si	-5.94	2.871	23.838	-0.018	0.017	-0.148
Si	1.659	-7.222	-3.018	-0.01	-0.023	0.111
Si	-1.006	6.874	24.611	-0.011	-0.014	-0.031
Si	1.65	7.403	25.959	-0.003	-0.076	-0.026
Si	-7.841	-4.047	24.479	0.098	-0.065	0.01
Si	-2.726	-7.482	25.991	-0.035	-0.043	-0.062
Si	-1.154	-6.642	-4.044	0.031	0.044	0.03
Si	-5.357	-8.089	-6.751	-0.083	-0.055	-0.034
Si	-6.569	-4.544	-4.906	-0.023	0.015	-0.047
Si	-0.197	-6.267	-6.828	-0.012	0.018	0.029
Si	-0.765	-1.959	-6.432	-0.049	-0.079	-0.025
Si	-1.454	4.208	-6.997	0.107	-0.006	-0.111
Si	1.133	3.725	-2.724	-0.009	-0.021	0.032
Si	7.531	4.252	24.509	0.002	-0.088	0.034
Si	-7.262	-0.216	-5.093	-0.066	-0.036	0.111
Si	3.887	4.433	-4.201	0	-0.014	0.01
Si	-6.838	6.287	24.795	-0.013	0.09	-0.091
Si	-1.52	3.507	-3.953	0.056	-0.005	0.14
Si	-0.546	1.656	24.701	0.075	-0.046	-0.17
Si	5.634	0.423	-1.789	0.021	-0.088	-0.027
Si	6.027	2.082	-4.137	0.028	0.049	0.035
Si	-5.452	-5.116	-2.164	0.013	-0.105	0.048
Si	7.514	-2.582	-4.217	-0.003	0.114	-0.054
Si	-5.547	4.085	-6.297	0.104	0.044	-0.088
Si	-1.145	-1.221	25.742	0.014	-0.049	-0.007
Si	2.496	-6.606	24.36	-0.018	-0.014	-0.19
Si	-4.313	3.866	-2.736	-0.027	-0.043	0.004
Si	-5.346	-2.312	-6.507	0.067	0.05	0.078
Si	-3.855	-2.426	24.568	0.048	0.067	-0.03
Si	1.868	-1.644	24.891	-0.073	-0.082	-0.079
Si	5.322	-3.985	-2.932	-0.083	-0.019	0.218
Si	7.295	1.657	-6.871	-0.037	-0.018	0.014
Si	-1.041	-3.498	-3.81	-0.041	-0.001	-0.048
Si	4.575	-6.028	-6.941	0.086	0.077	-0.063
Si	-7.449	8.128	-4.554	0.003	0.076	0.001
Si	5.795	-2.879	23.789	-0.032	-0.096	-0.038
Si	2.99	-2.504	-4.511	-0.028	-0.09	0.057
Si	6.399	-6.849	-3.069	0.061	-0.109	0.124
Si	4.083	7.311	-2.965	-0.021	0.006	0.132
Si	7.776	2.47	-1.847	0.102	0.008	-0.079
Si	-3.13	-2.953	-1.979	0.03	0.018	0.121
Si	0.868	-1.45	-2.693	-0.065	-0.013	0.076
Si	2.273	-5.266	-5.136	-0.088	-0.042	-0.064
Si	2.587	4.673	26.051	0.025	0.029	-0.045
Si	-3.172	6.181	-5.92	-0.13	0.042	-0.005
Si	-3.069	-0.17	-6.246	-0.179	0.079	-0.035
Si	-2.707	7.315	-3.077	0.056	-0.101	0.045
Si	1.358	-1.38	5.452	0.008	0.001	0.011
Si	4.099	1.368	5.452	0.008	0.003	0.014
Si	1.366	4.108	5.432	-0.007	-0.002	0.007
Si	4.044	6.824	5.407	-0.021	0.007	0.007
Si	1.361	9.502	5.414	0	-0.007	-0.001
Si	4.08	-4.097	5.465	0	-0.005	0.014
Si	6.821	-1.365	5.439	-0.008	-0.002	0.01
Si	9.512	1.344	5.457	-0.004	0.006	0.012
Si	6.807	4.074	5.458	0.002	0	0.012
Si	-6.786	6.812	5.444	0.001	-0.002	0.012
Si	6.776	-6.793	5.458	0.001	0.011	0.013
Si	9.509	-4.059	5.449	0.004	0.01	0.006
Si	-4.084	-1.379	5.464	-0.001	-0.004	0.009
Si	-1.377	1.386	5.456	-0.008	0	0.012
Si	-4.068	4.087	5.451	0.007	-0.008	0.011
Si	-1.348	6.804	5.443	0.001	-0.01	0.012
Si	-4.079	-6.785	5.416	-0.003	-0.006	0.003
Si	-1.359	-4.112	5.397	0.005	0.001	-0.004
Si	2.727	-0.004	6.794	-0.003	0.004	0.002
Si	5.445	2.725	6.822	0.006	-0.009	-0.001
Si	2.716	5.462	6.799	0.004	-0.002	-0.002
Si	5.413	-8.161	6.796	-0.001	0.004	-0.004
Si	2.705	-5.456	6.799	-0.003	0.013	-0.001
Si	5.45	-2.721	6.799	0.004	-0.005	0.004
Si	8.162	-0.01	6.821	0.006	-0.008	-0.006
Si	-5.438	2.718	6.798	0.006	0	0.002
Si	-8.15	5.443	6.801	-0.002	0.005	0.001
Si	10.891	-8.144	6.795	0.001	0.001	-0.002
Si	8.148	-5.427	6.802	-0.011	0.002	0.003
Si	-5.443	-2.727	6.823	0.007	-0.002	0.001
Si	-2.734	0.01	6.806	-0.014	0.015	0.002
Si	0.008	2.737	6.795	-0.001	0.005	-0.002
Si	-2.707	5.444	6.806	0.004	0	0.004
Si	0.009	8.159	6.8	0.006	-0.009	0.002
Si	-2.714	-5.446	6.788	0.004	-0.008	-0.006
Si	-0.014	-2.744	6.786	0.001	-0.003	-0.005
Si	1.365	1.364	8.149	0.006	0.009	-0.003
Si	4.077	4.095	8.16	0	0.002	-0.001
Si	1.358	6.803	8.17	-0.003	0.002	-0.004
Si	4.07	-6.801	8.166	-0.004	-0.009	-0.005
Si	1.349	-4.09	8.156	0	-0.01	0.005
Si	4.084	-1.362	8.156	0.001	-0.005	-0.002
Si	6.8	1.355	8.173	-0.003	0.001	-0.003
Si	-6.795	4.08	8.16	0.001	-0.003	-0.007
Si	6.79	6.8	8.149	-0.008	-0.004	-0.005
Si	9.516	-6.794	8.153	-0.004	-0.001	-0.007
Si	6.801	-4.073	8.172	0.011	0.011	0
Si	-6.795	-1.362	8.179	0.001	0.002	0.006
Si	-4.089	1.361	8.17	-0.001	-0.003	0.004
Si	-1.354	4.081	8.166	-0.01	-0.008	0
Si	-4.073	6.81	8.156	0.01	0.004	-0.003
Si	-1.356	-6.8	8.154	0.009	0	-0.002
Si	-4.074	-4.091	8.161	-0.008	0.008	-0.006
Si	-1.363	-1.364	8.146	-0.003	0.001	-0.01
Si	0	-0.002	9.505	0.001	0	-0.001
Si	2.719	2.725	9.514	0.001	0.002	0.001
Si	0	5.441	9.527	0.005	0.001	-0.001
Si	2.717	-8.158	9.529	-0.002	-0.003	-0.004
Si	-0.005	-5.443	9.523	-0.006	-0.002	0.001
Si	2.716	-2.722	9.509	0.004	0.004	-0.002
Si	5.438	-0.004	9.526	0.001	0	-0.002
Si	-8.156	2.719	9.523	0.003	-0.004	0.001
Si	5.441	5.444	9.523	0.002	0.001	0
Si	8.153	-8.157	9.509	-0.005	0.003	-0.003
Si	5.435	-5.437	9.519	-0.004	0.006	-0.005
Si	-8.157	-2.721	9.533	-0.003	-0.001	-0.002
Si	-5.441	0.002	9.533	0	0.004	0.002
Si	-2.716	2.718	9.519	0.001	0.004	-0.004
Si	-5.435	5.444	9.513	0	-0.006	-0.005
Si	-2.715	-8.156	9.519	0.006	-0.002	0.001
Si	-5.441	-5.442	9.521	0.007	-0.005	0.001
Si	-2.721	-2.719	9.517	-0.01	0.001	-0.002
Si	1.359	-1.359	10.871	0.005	-0.003	-0.002
Si	4.077	1.363	10.876	0	0.003	-0.001
Si	1.356	4.076	10.881	-0.001	0.002	0
Si	4.08	-9.517	10.883	-0.004	0.004	-0.001
Si	1.355	-6.799	10.885	0.008	-0.001	0.005
Si	4.076	-4.075	10.875	-0.003	-0.004	-0.003
Si	6.802	-1.36	10.886	0.011	-0.007	0
Si	-6.802	1.359	10.888	0.004	-0.001	0
Si	-9.52	4.079	10.879	-0.006	0.001	-0.001
Si	9.515	-9.521	10.868	0.001	0.001	-0.002
Si	6.801	-6.794	10.876	-0.006	0.003	-0.001
Si	-6.794	-4.08	10.888	-0.005	0.008	-0.001
Si	-4.078	-1.36	10.884	-0.005	0.01	0.001
Si	-1.361	1.35	10.876	-0.012	0.004	0.003
Si	-4.076	4.081	10.873	0.008	-0.003	0
Si	-1.36	6.802	10.882	-0.004	-0.005	0.005
Si	-4.079	-6.8	10.878	0	-0.006	-0.003
Si	-1.363	-4.079	10.879	0.011	-0.001	-0.001
Si	2.716	0.004	12.235	0.002	0.005	0
Si	5.44	2.717	12.238	0	-0.002	0
Si	2.718	5.438	12.235	0.005	-0.001	0
Si	5.439	-8.149	12.236	0.003	0	0.004
Si	2.713	-5.429	12.236	0.002	-0.001	-0.003
Si	5.441	-2.721	12.238	-0.004	0.001	-0.004
Si	8.164	-0.006	12.249	-0.01	0.008	0.005
Si	-5.43	2.716	12.233	-0.002	0.008	0
Si	-8.158	5.438	12.237	-0.001	-0.004	0.004
Si	10.878	-8.165	12.227	-0.003	0.001	-0.001
Si	8.162	-5.438	12.244	0.006	-0.001	0.002
Si	-5.439	-2.713	12.247	0.008	-0.002	0
Si	-2.72	-0.004	12.248	0	-0.013	0.003
Si	-0.006	2.713	12.238	0.008	0.001	0.005
Si	-2.721	5.438	12.236	-0.001	0.004	0.001
Si	-0.002	8.159	12.244	0.001	0.003	0.002
Si	-2.723	-5.436	12.24	-0.007	0.001	0.003
Si	-0.001	-2.717	12.234	-0.007	-0.001	0.002
Si	1.353	1.356	13.602	0	-0.005	0.009
Si	4.074	4.076	13.593	-0.005	0.005	-0.003
Si	1.358	6.792	13.598	0.015	-0.011	0.001
Si	4.08	-6.778	13.591	-0.009	0.01	-0.003
Si	1.354	-4.073	13.6	0.009	0.005	0.002
Si	4.082	-1.356	13.589	0.004	-0.005	0.004
Si	6.798	1.354	13.598	0.004	0	0.002
Si	-6.788	4.072	13.588	0.003	-0.008	0.003
Si	6.798	-9.514	13.588	-0.007	0.011	0.008
Si	9.528	-6.805	13.591	0.007	-0.01	0.001
Si	6.806	-4.07	13.604	-0.002	-0.004	0.003
Si	9.527	-1.358	13.621	-0.005	0.001	0.002
Si	-4.085	1.354	13.608	0.001	0.012	0
Si	-1.373	4.069	13.597	-0.008	0.006	0.002
Si	-4.085	6.797	13.59	-0.005	-0.004	0
Si	-1.363	9.522	13.599	-0.001	0	0.008
Si	-4.076	-4.069	13.602	-0.006	-0.004	0.005
Si	-1.358	-1.367	13.605	0.008	-0.001	0.005
Si	-0.003	-0.006	14.966	-0.007	-0.001	-0.003
Si	2.712	2.721	14.959	0.013	0.002	0.003
Si	-0.009	5.424	14.95	0.005	0	0
Si	2.715	8.178	14.935	0	0.002	-0.005
Si	-0.013	-5.428	14.961	-0.005	-0.002	-0.003
Si	2.72	-2.707	14.948	-0.001	0.002	0
Si	5.438	-0.005	14.959	-0.009	0.007	0.003
Si	8.185	2.698	14.941	-0.012	0.011	-0.003
Si	5.433	5.444	14.938	0.011	-0.002	0.003
Si	8.168	-8.164	14.948	0.002	0.002	-0.004
Si	5.441	-5.422	14.96	-0.009	-0.002	-0.002
Si	8.16	-2.712	14.981	0.004	-0.01	0.004
Si	-5.434	0.001	14.99	0.002	-0.005	0.009
Si	-2.731	2.712	14.971	0.002	0.003	0.004
Si	-5.433	5.429	14.952	0.002	0.003	0.005
Si	-2.729	8.157	14.948	-0.001	0.003	-0.001
Si	-5.435	-5.435	14.946	-0.003	0.001	-0.004
Si	-2.715	-2.721	14.976	-0.005	0.005	0
O	8.157	0.003	22.186	-0.084	-0.206	0.202
O	-1.718	-4.615	23.087	0.468	-0.365	0.22
O	4.701	-4.171	-1.441	0.004	-0.295	-0.255
O	5.384	2.775	22.158	0.209	0.029	0.38
O	6.142	-6.068	-6.511	0.158	-0.245	0.15
O	-5.421	-8.094	22.165	-0.2	0.04	0.319
O	7.474	3.924	-1.222	0.124	0.374	-0.223
O	-6.866	6.34	23.173	-0.411	-0.602	0.076
O	4.263	-3.245	-3.894	0.136	-0.025	-0.174
O	0.734	-1.476	-6.763	-0.01	0.156	-0.063
O	7.479	2.458	-3.448	0.479	0.099	-0.374
O	3.238	1.636	23.084	-0.168	-0.549	0.328
O	-3.625	-1.547	-1.371	0.421	0.141	-0.497
O	-0.089	-5.367	-0.447	-0.282	0.16	-0.611
O	-3.785	-6.247	23.028	0.033	-0.105	0.147
O	-0.756	-3.167	-5.354	0.277	-0.444	-0.149
O	-1.59	-0.692	-5.859	0.347	0.344	0.313
O	-4.256	7.197	-2.626	0.027	0.284	0.088
O	0.96	2.119	-2.537	0.398	-0.342	-0.056
O	6.628	-6.665	-1.474	-0.051	0.391	-0.077
O	4.197	0.731	-1.142	-0.417	-0.191	-0.266
O	-6.729	-4.172	23.291	0.575	0.084	0.228
O	-6.213	6.274	-1.103	0.405	-0.379	0.019
O	8.158	-5.654	21.883	0.167	-0.21	0.181
O	-5.17	2.785	25.261	0.262	-0.551	0.28
O	-3.771	0.741	-5.106	0.342	0.066	0.262
O	2.709	-5.242	21.996	0.136	-0.007	-0.003
O	-2.63	2.668	-0.227	0.144	0.069	-0.22
O	-6.795	7.218	-3.406	-0.448	0.16	0.208
O	-8.048	8.053	-0.376	0.197	-0.046	-0.237
O	-2.514	6.493	-4.467	0.449	-0.121	0.026
O	-6.176	-7.597	-5.421	0.375	0.225	0.188
O	1.937	-1.52	23.273	0.229	0.37	0.072
O	5.327	-8.037	-3.326	-0.049	0.085	-0.18
O	8.056	5.618	25.231	-0.379	0.107	0.307
O	2.731	5.532	22.01	-0.045	0.113	0.086
O	0.169	-7.467	-3.587	0.017	-0.522	-0.084
O	2.755	2.711	-0.28	0.096	-0.247	-0.277
O	5.519	5.426	-0.396	-0.198	-0.109	-0.203
O	2.346	6.093	25.303	-0.022	0.165	-0.695
O	-4.984	3.78	22.881	-0.153	0.029	0.166
O	8.077	-2.682	-0.438	-0.071	0.007	-0.474
O	1.65	-7.113	-1.412	0.415	-0.12	0.176
O	-5.498	2.697	-5.498	-0.324	0.142	-0.36
O	-1.44	1.947	-3.54	-0.446	-0.42	-0.338
O	7.895	-0.994	-4.254	-0.247	0.399	0.502
O	-4.63	2.33	-3.102	0.121	-0.396	0.317
O	-7.444	-3.43	-4.139	0.312	0.326	0.387
O	-2.894	-7.941	-0.364	-0.046	0.242	-0.184
O	1.018	-1.03	-1.149	-0.322	0.305	-0.175
O	-6.754	-4.61	-1.354	-0.407	-0.288	-0.386
O	-6.805	5.013	-5.893	-0.289	-0.081	0.584
O	-0.941	7.067	23.013	0.159	0.48	-0.224
O	2.489	4.035	-3.512	0.029	-0.028	-0.033
O	1.357	3.571	22.974	-0.393	-0.139	0.278
O	-5.411	0.103	-0.482	0.093	-0.11	-0.287
O	3.019	3.477	25.031	0.325	-0.196	-0.039
O	6.163	-1.013	-1.279	0.059	-0.534	-0.479
O	5.539	0.711	-3.383	-0.441	-0.445	-0.495
O	6.415	-7.248	22.972	0.028	-0.014	0.515
O	1.533	-7.128	23.153	-0.283	-0.17	0.353
O	6.234	-1.59	22.942	-0.315	0.25	0.18
O	-6.151	1.457	23.086	0.496	-0.574	0.248
O	6.615	-3.009	-2.952	0.126	0.369	0.593
O	-4.802	-6.367	-1.351	0.114	-0.264	-0.449
O	6.426	3.46	25.405	-0.304	0.239	-0.126
O	2.012	-3.678	-5.071	-0.271	-0.01	-0.08
O	-7.094	1.943	-1.364	0.23	0.271	-0.431
O	-4.441	4.163	-1.169	-0.379	0.356	-0.147
O	-1.73	6.76	-1.865	0.47	-0.184	-0.103
O	-2.343	-6.136	25.179	0.329	0.296	0.335
O	-5.88	-5.424	-3.706	0.091	-0.225	0.054
O	-0.812	5.314	24.956	-0.041	-0.313	-0.497
O	2.793	-2.696	-0.358	-0.129	0.116	-0.386
O	1.074	1.637	24.613	0.141	-0.571	0.381
O	1.868	-5.237	24.942	-0.519	0.186	-0.454
O	6.679	-3.02	-5.538	-0.452	-0.077	0.118
O	5.571	7.755	25.057	0.055	-0.47	-0.031
O	-6.458	-1.336	-5.895	-0.068	-0.036	-0.001
O	4.434	7.326	22.832	-0.058	-0.3	0.088
O	1.223	-5.972	-6.133	0.086	0	-0.369
O	7.794	-7.181	-3.861	0.16	0.146	-0.101
O	2.515	-7.637	25.59	0.509	0.107	0.267
O	-5.414	-3.745	-5.737	0.507	-0.319	0.053
O	4.528	-3.594	23.069	-0.074	0.038	0.387
O	7.003	-3.947	23.819	-0.353	-0.556	-0.235
O	-7.563	-5.381	-5.911	0.254	-0.15	0.258
O	-7.453	3.398	24.129	-0.127	-0.078	-0.11
O	-1.953	5.754	-6.914	0.387	0.627	-0.155
O	-4.387	-3.923	-2.126	-0.138	0.173	0.041
O	-3.833	-4.047	24.534	-0.321	-0.261	0.439
O	6.152	1.836	-5.727	-0.598	0.084	-0.023
O	-2.407	7.508	25.112	-0.327	-0.236	-0.216
O	4.921	1.132	25.666	-0.168	0.128	-0.645
O	-5.663	5.33	25.373	0.265	0.154	0
O	1.124	4.453	-1.272	-0.381	0.61	-0.157
O	-2.72	-0.017	22.197	-0.109	-0.033	0.08
O	3.674	4.525	-5.791	-0.035	-0.322	-0.045
O	4.996	3.299	-3.863	0.13	0.156	0.236
O	5.511	-2.319	25.26	-0.459	0.111	0.185
O	2.315	-1.6	-3.367	0.395	0.353	0.139
O	-1.617	3.55	-5.542	0.009	-0.476	0.19
O	-1.144	0.345	25.395	-0.268	0.224	-0.005
O	-2.363	-1.926	24.949	0.181	0	-0.233
O	-1.145	1.813	23.206	-0.098	0.289	-0.053
O	8.058	7.188	-5.6	-0.7	-0.074	-0.07
O	-6.554	7.771	25.357	-0.295	0.32	-0.234
O	6.692	1.478	-1.168	0.126	0.082	0.366
O	0.178	7.651	25.372	-0.026	0.342	0.22
O	0.309	-1.774	25.307	0.116	-0.269	-0.325
O	2.615	-2.908	25.583	0.671	0.051	-0.196
O	-2.81	4.16	-3.239	0.17	0.291	0.126
O	-3.941	-1.526	-6.441	0.382	-0.428	-0.027
O	-7.81	0.903	-6.123	0.386	0.234	-0.086
O	-7.905	-5.285	25.509	0.113	-0.117	-0.091
O	-4.955	-1.903	25.626	0.12	0.116	0.372
O	3.758	-5.587	-5.641	0.309	-0.143	0.608
O	4.07	-6.602	23.922	0.207	0.536	-0.364
O	-4.307	-1.868	23.115	-0.509	-0.064	0.007
O	3.902	7.183	-1.36	-0.206	0.225	-0.05
O	-7.493	-2.636	25.17	-0.188	0.215	0.085
O	2.672	7.927	-3.487	-0.131	-0.314	-0.472
O	-1.099	-5.096	-3.556	0.087	0.1	0.126
O	3.235	-1.527	-5.777	0.497	0.549	-0.066
O	-2.395	-7.435	-3.389	-0.19	0.12	-0.083
O	-2.855	5.385	22.237	0.221	0.15	0.644
O	5.773	-5.426	-3.521	0.107	-0.112	-0.16
O	-3.964	7.504	-6.369	0.456	0.199	0.194
O	-0.982	2.867	25.655	-0.787	0.032	0.244
O	-5.394	4.948	-3.306	-0.206	-0.026	-0.589
O	6.868	4.661	23.09	-0.106	0.526	0.089
O	0.106	-2.86	-2.866	0.099	-0.235	0.403
O	4.358	5.872	-3.636	0.402	0.008	-0.112
O	-1.998	-3.583	-1.022	-0.069	0.044	-0.122
O	-1.267	-6.616	-5.661	-0.493	-0.093	-0.145
O	-0.973	0.886	-1.187	-0.193	-0.595	-0.075
O	-4.201	4.924	-5.977	0.207	-0.317	0.125
O	2.163	-5.812	-3.622	0.247	0.538	0.46
O	-0.166	4.275	-3.512	-0.149	0.453	0.029
O	-6.228	0.549	-4.115	-0.215	0.045	0.384
O	-2.451	-2.79	-3.43	-0.36	0.227	-0.371
O	-0.019	-2.82	22.206	-0.059	-0.11	0.218
O	0.03	-0.235	-3.351	-0.085	-0.034	-0.417
O	2.664	-0.349	25.423	-0.122	0.354	-0.266

Results
total energy: -101655.835 eV
total energy less fixed offsets of O -438.25, Si -107.07 eV per atom: -2.635 eV
